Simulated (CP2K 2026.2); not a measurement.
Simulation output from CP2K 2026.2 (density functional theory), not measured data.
Periodic cell of 504 atoms, Si360O144, from a study of silicon, its oxide and their interface. The atomic structure is a simulated model.
Doubt: the forces sum to 1.91 eV/angstrom along one axis rather than to zero, so they err by at least 0.0038 eV/angstrom per atom on average; the grid cutoff is modest.

Settings: functional PBE; method Gaussian and plane waves; basis set DZVP-MOLOPT-SR-GTH; pseudopotentials GTH-PBE; grid cutoff 300 Ry, relative cutoff 40 Ry; k points Gamma only; occupations fixed; spin none; net charge 0.

Cell vectors (angstrom)
a	16.32	0	0
b	0	16.32	0
c	-1.3971	-1.2519	33.9289

Atoms and the computed forces on them: element, x, y, z (angstrom), force x, y, z (eV/angstrom)
Si	1.284	-1.049	0.066	0.037	-0.277	0.722
Si	4.333	1.055	0.079	-0.044	0.174	0.762
Si	1.071	4.269	0.013	0.199	-0.072	0.724
Si	3.867	7.003	0.031	0.15	-0.138	0.777
Si	1.637	-7.104	-0.062	-0.204	0.147	0.746
Si	4.354	-4.28	0.044	-0.266	0.054	0.736
Si	6.402	-1.273	0.156	0.224	0.033	0.674
Si	9.099	1.513	-0.091	0.37	-0.12	0.734
Si	6.99	3.855	0.1	-0.128	0.161	0.789
Si	9.836	6.665	0.021	-0.266	0.064	0.739
Si	6.61	9.913	0.278	-0.102	-0.089	0.643
Si	-6.49	-4.205	0.098	-0.147	-0.043	0.639
Si	-3.866	-1.55	0.187	-0.078	0.117	0.731
Si	-1.075	1.018	0.08	-0.054	0.145	0.753
Si	-4.275	4.405	0.053	-0.017	-0.279	0.742
Si	-1.179	6.428	0.135	0.019	0.166	0.722
Si	-4.381	-6.554	-0.088	0.199	-0.022	0.668
Si	-1.619	-3.714	0.053	0.158	-0.166	0.819
Si	2.754	0.043	1.485	0.007	0.003	-0.053
Si	5.457	2.657	1.392	0.011	-0.013	-0.047
Si	2.686	5.423	1.318	-0.014	0.016	-0.048
Si	5.424	8.195	1.353	-0.026	-0.001	-0.041
Si	2.722	-5.472	1.261	-0.007	-0.02	-0.063
Si	5.319	-2.745	1.552	-0.005	-0.02	-0.047
Si	8.082	-0.069	1.318	-0.009	-0.011	-0.05
Si	-5.47	2.661	1.142	-0.041	0.015	-0.063
Si	8.186	5.493	1.272	0.017	-0.025	-0.042
Si	-5.421	8.233	1.381	0.004	0.013	-0.012
Si	8.192	-5.249	1.498	0.04	-0.008	-0.033
Si	-5.369	-2.74	1.496	0.007	0.01	-0.045
Si	-2.651	-0.027	1.451	0.01	-0.003	-0.055
Si	-0.034	2.702	1.36	-0.003	0.004	-0.047
Si	-2.735	5.392	1.516	-0.004	0.017	-0.052
Si	0.021	8.108	1.274	0.014	0.002	-0.062
Si	-2.734	-5.426	1.232	-0.013	-0.006	-0.06
Si	0.05	-2.659	1.319	0.003	0.013	-0.054
Si	1.373	1.426	2.765	-0.011	0.006	0.034
Si	4.065	4.062	2.672	0.002	0.009	0.011
Si	1.352	6.785	2.717	0.009	-0.006	0.03
Si	4.055	9.531	2.723	0.004	0.014	0.037
Si	1.364	-4.1	2.638	0.015	0.003	0.001
Si	3.985	-1.383	2.865	0.009	0.009	0.036
Si	6.796	1.301	2.766	0.012	0	0.018
Si	9.538	4.058	2.612	0.009	-0.02	0.039
Si	6.812	6.817	2.663	0.002	-0.005	-0.011
Si	9.498	-6.771	2.75	0.001	0.017	0.013
Si	6.818	-3.971	2.869	-0.026	-0.003	0.017
Si	-6.82	-1.353	2.709	-0.028	-0.001	0.014
Si	-4.102	1.385	2.634	-0.019	0.037	0.007
Si	-1.391	3.993	2.794	0.015	0	0.034
Si	-4.056	6.876	2.758	-0.011	-0.013	0.022
Si	-1.357	-6.805	2.593	-0.01	-0.015	0.007
Si	-4.011	-4.132	2.774	0.031	-0.022	0.04
Si	-1.291	-1.374	2.791	0.012	-0.015	0.031
Si	0.03	0.025	4.12	-0.012	0.003	-0.019
Si	2.732	2.761	4.112	-0.009	0	0.007
Si	-0.008	5.42	4.079	0.003	0.013	-0.014
Si	2.711	8.154	4.08	-0.004	0.004	-0.02
Si	-0.007	-5.454	4	-0.002	-0.005	-0.005
Si	2.644	-2.777	4.134	-0.014	0	0.005
Si	5.423	-0.021	4.142	0.008	0.01	-0.006
Si	8.184	2.721	4.043	0.007	0.009	-0.026
Si	5.446	5.438	4.016	0.004	0.003	-0.005
Si	8.144	-8.162	4.072	-0.005	0.014	0.012
Si	5.436	-5.438	4.097	-0.011	-0.003	-0.021
Si	8.181	-2.638	4.177	-0.001	0.003	0.018
Si	-5.439	0.022	4.03	0.023	-0.009	0.001
Si	-2.777	2.675	4.107	0.012	-0.017	0.022
Si	-5.447	5.437	4.025	-0.006	-0.02	-0.023
Si	-2.677	8.21	4.074	0.002	0.008	0.015
Si	-5.423	-5.452	4.112	-0.009	0.006	-0.018
Si	-2.67	-2.745	4.116	0.01	-0.012	-0.004
Si	1.349	-1.36	16.324	0.01	0.003	-0.015
Si	4.08	1.358	16.311	-0.006	0.009	-0.003
Si	1.35	4.096	16.344	-0.002	0.004	0.002
Si	4.042	6.761	16.268	-0.005	-0.008	-0.012
Si	1.33	-6.783	16.292	0.004	0.007	-0.008
Si	4.092	-4.048	16.32	0.017	0.003	-0.018
Si	6.808	-1.354	16.344	-0.005	0.005	0.003
Si	-6.815	1.317	16.337	-0.014	-0.01	-0.017
Si	6.783	4.016	16.314	-0.012	-0.006	0.001
Si	-6.779	6.817	16.287	-0.005	0.014	-0.015
Si	6.824	-6.779	16.271	-0.001	-0.002	-0.014
Si	-6.75	-4.052	16.324	0.011	-0.005	-0.003
Si	-4.086	-1.357	16.377	-0.013	0.001	-0.002
Si	-1.362	1.359	16.351	-0.002	0.002	-0.004
Si	-4.07	4.063	16.296	-0.01	-0.004	-0.007
Si	-1.355	6.826	16.285	-0.004	0.006	-0.013
Si	-4.043	9.532	16.353	0.015	0.004	0.004
Si	-1.381	-4.081	16.342	0.004	-0.011	-0.005
Si	2.71	0.012	17.657	-0.016	-0.016	0.009
Si	5.44	2.651	17.727	0.019	-0.016	0.008
Si	2.707	5.454	17.721	-0.005	0.034	-0.006
Si	5.42	8.15	17.527	0.011	0.012	-0.019
Si	2.654	-5.37	17.619	-0.01	-0.02	0.001
Si	5.457	-2.705	17.711	-0.01	0	0.031
Si	8.158	-0.027	17.754	0.028	0.003	0.005
Si	-5.403	2.657	17.639	0.017	0.022	0.001
Si	8.186	5.404	17.574	0.01	0.007	0.001
Si	-5.445	8.186	17.682	-0.012	-0.007	-0.02
Si	8.215	-5.435	17.63	-0.016	-0.017	-0.021
Si	-5.444	-2.701	17.767	-0.012	0	0.027
Si	-2.692	-0.019	17.737	0.004	-0.004	-0.006
Si	-0.029	2.753	17.703	0.004	-0.006	0.018
Si	-2.742	5.49	17.612	0.002	0.001	-0.002
Si	0.016	-8.171	17.668	-0.002	0	0.012
Si	-2.67	-5.459	17.759	-0.005	-0.018	0.018
Si	-0.044	-2.691	17.685	0.008	0.015	-0.013
Si	1.337	1.349	19.023	-0.01	-0.008	-0.033
Si	4.066	4.043	19.031	-0.001	0.005	-0.013
Si	1.359	6.851	19.102	0.016	0	-0.017
Si	4.025	-6.81	18.82	0.007	-0.031	-0.043
Si	1.292	-4.029	19.04	0.009	-0.01	-0.006
Si	4.048	-1.332	19.044	-0.007	-0.001	-0.028
Si	6.766	1.267	19.154	-0.024	-0.006	-0.018
Si	-6.783	4.022	18.92	-0.014	0.012	-0.048
Si	6.799	6.793	18.836	-0.004	0.001	-0.068
Si	-6.767	9.578	19.052	0.002	0.006	-0.015
Si	6.907	-4.079	18.995	0.005	0.03	-0.033
Si	9.492	-1.363	19.188	0.002	-0.008	-0.014
Si	-4.054	1.34	19.068	-0.019	-0.002	-0.011
Si	-1.387	4.208	18.998	0.028	0.004	-0.014
Si	-4.122	6.78	19.007	0.006	-0.013	-0.007
Si	-1.277	-6.863	19.112	-0.025	0.021	-0.036
Si	-4.034	-4.058	19.091	0.017	-0.006	-0.043
Si	-1.342	-1.367	19.147	-0.011	0.015	0.013
Si	-0.008	0.05	20.489	0.003	0.026	0.053
Si	2.7	2.682	20.385	-0.011	0.002	0.054
Si	-0.029	5.495	20.453	-0.009	-0.01	0.071
Si	2.758	8.289	20.368	-0.038	0.006	0.066
Si	0.123	-5.475	20.48	-0.004	-0.029	0.033
Si	2.601	-2.615	20.391	-0.015	0.029	0.049
Si	5.399	-0.128	20.563	0.012	0.01	0.07
Si	8.213	2.694	20.331	0.018	0.002	0.059
Si	5.492	5.448	20.232	0.021	0.005	0.057
Si	8.126	8.139	20.216	0.001	-0.015	0.048
Si	5.411	-5.471	20.085	-0.014	-0.003	0.019
Si	8.14	-2.791	20.576	0.023	0.02	0.055
Si	-5.354	-0.032	20.513	0.014	-0.011	0.035
Si	-2.75	2.858	20.323	-0.032	-0.005	0.009
Si	-5.468	5.368	20.322	-0.004	-0.004	0.051
Si	-2.771	-8.224	20.381	0.026	0.024	0.036
Si	-5.425	-5.37	20.462	0	-0.003	0.059
Si	-2.638	-2.778	20.535	-0.018	-0.025	0.067
Si	1.562	-1.037	21.891	-0.174	-0.186	-0.738
Si	3.822	1.144	21.772	0.21	0.06	-0.803
Si	1.108	3.826	21.67	0.078	0.185	-0.782
Si	4.347	7.028	21.489	-0.159	-0.09	-0.731
Si	1.92	-6.313	21.823	-0.184	-0.196	-0.749
Si	4.064	-4.106	21.38	-0.024	0.023	-0.507
Si	6.305	-1.959	21.86	0.13	0.185	-0.737
Si	-6.554	1.582	21.706	-0.146	-0.138	-0.741
Si	7.084	4.345	21.534	-0.066	-0.11	-0.795
Si	-7.084	6.547	21.497	0.085	0.044	-0.734
Si	6.481	-7.051	21.396	0.105	0.048	-0.723
Si	9.871	-3.781	21.904	-0.176	-0.116	-0.735
Si	-4.14	-1.578	21.887	0.088	0.173	-0.707
Si	-1.197	1.75	21.617	0.031	-0.18	-0.718
Si	-4.363	3.838	21.75	0.204	0.276	-0.77
Si	-1.387	6.875	21.828	-0.132	-0.191	-0.744
Si	-3.838	-6.581	21.663	-0.16	-0.145	-0.79
Si	-1.504	-4.457	21.806	0.112	0.248	-0.696
Si	6.535	7.453	25.875	0.018	0.02	-0.042
Si	-6.699	8.036	26.353	-0.001	-0.097	-0.072
Si	1.022	-6.329	-7.242	0.039	-0.045	-0.089
Si	-4.397	-0.834	-2.714	0.032	-0.046	0.101
Si	4.321	6.61	-7.25	-0.138	0.104	0.053
Si	6.587	-6.326	24.233	0.073	-0.005	-0.046
Si	4.459	-5.054	25.796	0.04	-0.012	-0.015
Si	2.696	-2.728	-2.123	0.061	0.086	0.12
Si	5.704	2.583	23.787	0.06	-0.017	-0.183
Si	0.237	-1.275	24.747	0.118	-0.02	-0.127
Si	-3.189	5.577	24.04	0.065	-0.038	-0.121
Si	-6.799	0.927	-3.142	-0.013	-0.058	0.189
Si	-3.484	3.915	-2.889	0.024	0.003	0.071
Si	-0.755	-4.088	24.85	-0.018	-0.034	-0.122
Si	-7.982	-7.856	-1.956	0.068	0.032	-0.061
Si	6.597	-5.812	-5.992	-0.049	-0.005	0.022
Si	1.854	5.396	-5.978	-0.045	-0.009	0.052
Si	5.102	5.06	-2.12	-0.063	0.004	0.207
Si	-0.585	0.932	-5.236	0.039	0.087	0.044
Si	6.374	-0.912	-7.117	0.056	-0.058	0.081
Si	-5.628	-3.083	-4.457	-0.132	0.019	0.051
Si	3.571	0.43	-6.692	-0.015	-0.082	-0.107
Si	-5.269	7.914	23.717	0.048	-0.1	-0.186
Si	-2.561	6.294	-4.461	0.156	-0.005	0.059
Si	-0.387	-2.199	-5.022	0.044	0.104	0.136
Si	6.388	7.017	-3.834	0.024	-0.057	0.055
Si	-6.227	3.764	-4.249	0.131	-0.088	-0.051
Si	-2.526	-8.106	-2.024	-0.15	-0.048	0.072
Si	-0.971	5.59	-7.045	-0.144	0.041	0.001
Si	3.011	-4.174	-7.418	-0.076	0.148	0.044
Si	2.135	2.389	-5.064	0.042	0.093	0.033
Si	-2.202	2.64	-7.322	0.162	0.106	-0.042
Si	-2.211	1.191	-2.804	-0.08	-0.067	0.161
Si	-0.116	-3.893	-2.674	-0.127	0.121	0.002
Si	-5.103	3.757	-7.211	0.044	0.087	0.038
Si	5.644	4.516	26.172	0.099	0.004	-0.103
Si	-7.503	-4.449	24.832	0.013	0.031	-0.209
Si	-2.444	0.165	23.944	0.011	-0.209	-0.119
Si	-1.269	-4.197	-7.185	0.072	0.004	-0.077
Si	2.439	5.775	23.626	-0.041	0.067	-0.226
Si	4.296	-7.444	-5.219	0.004	-0.014	-0.054
Si	0.035	-6.671	-2.687	0.123	-0.054	0.045
Si	2.729	-2.176	-5.148	0.016	-0.021	0.107
Si	-4.905	6.604	-6.403	0	0.041	-0.149
Si	7.32	-1.662	24.87	-0.057	-0.151	-0.172
Si	0.457	-8.075	23.69	0.075	0.119	-0.031
Si	-7.674	5.932	-5.432	-0.022	-0.135	0.078
Si	-4.323	-4.356	-6.883	-0.055	-0.016	-0.024
Si	-7.733	-5.332	-3.55	0.024	0.06	0.114
Si	7.895	-3.071	-1.962	0.005	-0.007	0.171
Si	1.494	-8.133	-4.884	0.046	0.054	-0.018
Si	-8.03	1.025	24.452	0.026	0.052	-0.092
Si	-8.049	-1.354	-4.622	0.032	-0.015	-0.072
Si	2.895	2.835	-2.119	-0.002	0.047	0.173
Si	1.342	-1.367	5.483	-0.01	-0.007	0.015
Si	4.076	1.375	5.463	-0.007	-0.01	0.012
Si	1.36	4.099	5.461	-0.008	0.004	0.014
Si	4.094	6.793	5.412	0.002	-0.015	-0.005
Si	1.343	9.521	5.412	-0.013	0.009	0.007
Si	4.066	-4.096	5.463	0.02	0.003	-0.001
Si	6.796	-1.328	5.521	0	0.01	0.021
Si	9.536	1.373	5.422	-0.009	-0.006	0.006
Si	6.805	4.081	5.396	-0.017	-0.004	-0.002
Si	-6.807	6.783	5.41	0.004	0.003	-0.007
Si	6.791	-6.809	5.443	0.009	0.005	0.012
Si	-6.781	12.251	5.458	0.004	-0.004	0.014
Si	-4.077	-1.356	5.407	-0.006	0.012	-0.004
Si	-1.382	1.345	5.457	0	0.012	0.012
Si	-4.1	4.095	5.427	-0.003	0.01	0.012
Si	-1.353	6.808	5.427	0.004	-0.003	0.01
Si	-4.059	-6.8	5.459	0.008	-0.005	0.01
Si	-1.324	-4.112	5.447	0.005	-0.001	0.004
Si	2.722	-0.002	6.816	0	-0.004	0.002
Si	5.453	2.737	6.794	0.007	0.003	0.002
Si	2.733	5.455	6.801	-0.002	0.004	0.001
Si	5.438	-8.171	6.799	0.001	0	-0.005
Si	2.704	-5.456	6.805	0.002	0.005	-0.002
Si	5.429	-2.73	6.825	-0.001	0.003	0.001
Si	8.178	0.039	6.824	-0.014	0.003	0.007
Si	-5.443	2.731	6.798	0.01	0.005	-0.002
Si	-8.168	5.437	6.782	0.006	0.001	-0.005
Si	-5.438	8.139	6.781	0.002	-0.006	0.003
Si	-8.159	10.878	6.793	-0.009	-0.006	0.004
Si	-5.424	-2.704	6.802	0.004	-0.002	-0.001
Si	-2.732	-0.016	6.808	0.015	-0.006	-0.004
Si	-0.012	2.723	6.798	-0.007	-0.001	0.001
Si	-2.726	5.448	6.783	-0.006	0	0.004
Si	0.003	8.164	6.793	-0.003	0.001	0.004
Si	-2.704	-5.442	6.814	0.001	0	0.009
Si	-0.007	-2.733	6.829	-0.005	0.002	0.007
Si	1.349	1.36	8.16	-0.009	-0.005	-0.008
Si	4.087	4.088	8.157	0.001	0.001	-0.007
Si	1.368	6.811	8.157	0.01	0.008	0
Si	4.075	-6.811	8.159	-0.007	-0.01	0.001
Si	1.366	-4.085	8.176	0	0.008	-0.001
Si	4.078	-1.36	8.179	0.01	0.004	0.001
Si	6.805	1.385	8.172	0.014	0.009	0.003
Si	-6.809	4.084	8.156	-0.006	-0.009	0.002
Si	6.802	6.795	8.156	-0.01	-0.001	-0.002
Si	-6.796	9.51	8.143	-0.001	0.004	-0.01
Si	6.8	-4.092	8.166	0.002	-0.002	-0.004
Si	-6.79	-1.35	8.164	0	0.009	-0.009
Si	-4.083	1.365	8.158	0	-0.001	-0.007
Si	-1.369	4.087	8.153	0.009	0.008	-0.005
Si	-4.085	6.793	8.156	0.001	0	0.001
Si	-1.353	-6.806	8.168	-0.004	-0.003	0
Si	-4.068	-4.071	8.16	0.013	0.006	0.005
Si	-1.374	-1.369	8.173	-0.02	-0.023	0.005
Si	-0.007	-0.001	9.523	-0.003	-0.003	-0.004
Si	2.72	2.723	9.509	0.01	-0.001	-0.006
Si	0.001	5.444	9.506	-0.002	0.005	-0.005
Si	2.72	-8.159	9.529	-0.003	-0.002	0
Si	0.002	-5.442	9.529	-0.002	0.003	0
Si	2.718	-2.719	9.538	0.003	-0.004	-0.001
Si	5.447	0.006	9.519	0.002	-0.002	-0.003
Si	-8.157	2.732	9.533	-0.012	0.005	0.002
Si	5.443	5.442	9.524	0.004	0	0.002
Si	-8.157	8.157	9.516	0.002	-0.003	-0.005
Si	5.439	-5.45	9.524	-0.001	0.001	-0.001
Si	-8.157	-2.719	9.511	-0.002	-0.004	0
Si	-5.435	0.007	9.527	0.001	-0.001	0
Si	-2.721	2.721	9.52	-0.001	0	0
Si	-5.443	5.437	9.521	0.005	0	-0.004
Si	-2.724	8.155	9.514	-0.001	0	0.001
Si	-5.439	-5.442	9.501	-0.002	-0.003	-0.006
Si	-2.724	-2.72	9.538	0.005	0.01	0.004
Si	1.353	-1.355	10.892	-0.003	0	0.008
Si	4.076	1.36	10.871	0.005	-0.003	-0.005
Si	1.358	4.081	10.868	-0.004	0.002	-0.006
Si	4.082	-9.519	10.882	-0.002	0.005	-0.002
Si	1.362	-6.798	10.887	0.011	-0.002	-0.004
Si	4.084	-4.082	10.887	0.006	0.001	0.003
Si	6.807	-1.359	10.873	-0.001	0.005	-0.002
Si	-6.797	1.363	10.885	-0.01	0.006	0.001
Si	-9.522	4.084	10.889	0.001	0.001	-0.001
Si	-6.8	6.799	10.883	-0.002	-0.001	0.003
Si	-9.514	9.514	10.886	0.001	-0.012	0.003
Si	-6.797	-4.082	10.868	0.005	0.005	-0.006
Si	-4.082	-1.356	10.89	0.004	-0.011	0.002
Si	-1.365	1.358	10.885	0.006	0	0.001
Si	-4.083	4.076	10.883	-0.01	0.002	0.004
Si	-1.362	6.797	10.87	0.003	0.002	-0.002
Si	-4.081	9.523	10.867	0.009	0.008	-0.005
Si	-1.353	-4.074	10.886	-0.014	-0.005	0
Si	2.719	0.011	12.244	0.013	0.009	0.003
Si	5.437	2.71	12.233	-0.001	-0.001	-0.005
Si	2.715	5.44	12.231	0.012	0.005	-0.001
Si	5.443	-8.165	12.248	-0.01	-0.007	0.002
Si	2.719	-5.437	12.247	-0.008	-0.003	0.001
Si	5.446	-2.713	12.237	0.008	-0.001	0.002
Si	8.168	-0.007	12.236	0	-0.002	0.003
Si	-5.439	2.717	12.251	0.007	-0.002	0
Si	-8.159	5.437	12.248	-0.012	-0.005	0.002
Si	-5.433	8.164	12.233	0	0.008	0
Si	-8.15	10.885	12.239	0	0.01	0
Si	-5.443	-2.725	12.238	-0.011	-0.005	0.002
Si	-2.722	-0.003	12.253	-0.012	-0.005	0.007
Si	0.005	2.72	12.234	0.005	0.003	0.002
Si	-2.713	5.436	12.236	0.004	0.005	-0.004
Si	-0.01	8.162	12.231	-0.006	0.002	-0.001
Si	-2.726	-5.431	12.226	0.01	0	-0.005
Si	-0.006	-2.711	12.257	-0.001	-0.006	0.008
Si	1.359	1.368	13.611	-0.004	0.004	0.003
Si	4.068	4.066	13.581	0	0	-0.002
Si	1.348	6.801	13.584	-0.004	0.004	0.002
Si	4.083	-6.796	13.603	0.009	-0.001	0.001
Si	1.361	-4.073	13.607	0.013	-0.009	0.011
Si	4.084	-1.35	13.596	0.003	-0.008	0.004
Si	6.801	1.346	13.587	-0.006	0.001	0
Si	-6.803	4.072	13.61	-0.009	0.009	0.006
Si	6.795	-9.535	13.609	0.009	0.003	0.002
Si	-6.775	9.535	13.599	0.001	-0.011	0.008
Si	6.813	-4.064	13.597	-0.009	0.003	0.004
Si	9.524	-1.367	13.603	0.001	-0.001	0.005
Si	-4.086	1.35	13.614	-0.009	0.007	0.007
Si	-1.354	4.072	13.597	0.008	-0.009	0
Si	-4.068	6.804	13.59	0.007	-0.001	0.007
Si	-1.37	9.535	13.579	-0.017	0.014	-0.005
Si	-4.073	-4.073	13.597	0.002	-0.005	-0.008
Si	-1.371	-1.359	13.628	0.003	0.005	0.012
Si	-0.004	0.011	14.974	0.01	-0.004	0.002
Si	2.715	2.736	14.973	0.01	0.002	0.001
Si	0.002	5.439	14.954	-0.011	0.002	0.001
Si	2.699	8.164	14.941	0.008	0.002	0.003
Si	-0.027	-5.424	14.948	-0.006	-0.004	-0.005
Si	2.724	-2.703	14.958	-0.007	-0.002	0.007
Si	5.451	-0.002	14.963	-0.003	0.003	-0.001
Si	8.16	2.684	14.958	0.007	-0.001	0.002
Si	5.429	5.395	14.949	-0.008	-0.001	-0.003
Si	8.174	-8.155	14.929	-0.01	0.001	-0.001
Si	5.442	-5.415	14.947	0.004	-0.01	0.001
Si	8.171	-2.713	14.977	-0.002	-0.005	-0.002
Si	-5.439	-0.022	14.979	0.003	0.008	0.002
Si	-2.707	2.704	14.956	-0.002	0.002	-0.001
Si	-5.425	5.439	14.945	0.008	0.002	0.003
Si	-2.718	8.184	14.945	0.01	-0.002	-0.006
Si	-5.404	-5.431	14.975	-0.003	0.001	0.001
Si	-2.742	-2.72	14.99	-0.014	-0.005	0.005
O	-5.327	-2.64	22.328	-0.195	0.103	0.451
O	2.707	0.064	22.302	0.007	0.182	0.686
O	-7.367	4.906	-4.231	-0.165	-0.131	0.379
O	0.961	-1.575	23.317	-0.156	-0.463	0.004
O	-1.681	1.6	-6.207	-0.088	-0.31	-0.044
O	2.174	-1.458	-1.252	0.1	0.283	-0.215
O	-0.3	-5.462	-6.933	-0.199	-0.165	0.102
O	0.426	-7.84	-3.717	-0.254	-0.41	0.141
O	7.805	-5.689	25.078	0.071	-0.303	0.452
O	5.157	-3.121	22.157	0.037	0.107	0.278
O	-0.066	5.365	-0.463	-0.121	0.066	-0.636
O	5.509	-5.372	-0.386	0.066	0.056	-0.365
O	-3.873	4.373	23.209	0.064	-0.09	0.182
O	3.853	-3.52	-1.318	0.306	0.356	-0.363
O	3.064	-5.173	22.178	0.18	0.069	0.091
O	-5.455	2.701	22.159	0.164	0.233	0.174
O	6.08	-1.463	25.875	-0.061	0.301	0.106
O	-5.383	5.529	-0.401	-0.093	0.106	-0.136
O	-0.602	-8.156	22.47	-0.003	0.451	-0.247
O	-2.687	-5.532	22.155	-0.165	-0.001	0.259
O	-4.593	-0.87	-1.105	-0.169	0.318	-0.23
O	5.437	8.145	21.973	0.085	0.288	0.168
O	-5.126	-5.744	-6.626	-0.328	-0.012	0.669
O	7.614	-4.589	-2.463	-0.333	-0.479	0.279
O	3.598	1.688	-1.226	-0.333	-0.369	-0.258
O	8.092	2.761	-0.395	-0.065	-0.14	-0.097
O	-3.331	-1	23.208	0.181	-0.278	0.196
O	4.409	-3.467	26.044	-0.385	0.083	-0.33
O	-4.971	4.267	-3.387	-0.034	0.606	0.074
O	-1.839	1.498	-1.268	-0.351	0.333	-0.057
O	1.113	-6.516	-1.489	0.213	0.348	-0.266
O	0.505	-4.884	25.468	0.091	-0.142	-0.38
O	0.633	5.524	-7.015	0.27	-0.023	-0.314
O	-4.488	-7.193	23.018	0.057	0.144	0.009
O	2.841	-7.288	-4.536	-0.18	0.628	0.556
O	6.283	-7.855	24.644	-0.244	-0.212	-0.333
O	2.998	-0.681	-5.665	-0.138	0.062	0.322
O	-3.298	0.786	25.146	-0.389	0.139	0.195
O	-4.791	5.342	-7.416	0.336	0.164	-0.749
O	3.704	6.316	22.798	-0.073	-0.05	0.463
O	0.117	-0.001	-0.42	-0.036	0.174	-0.267
O	5.754	6.04	-6.823	-0.007	-0.125	0.742
O	-0.298	-7.899	25.099	-0.44	-0.161	-0.235
O	-6.886	7.443	-1.36	0.22	-0.025	-0.438
O	6.755	1.418	24.147	-0.245	-0.4	0.034
O	3.427	-3.21	-6.178	0.475	-0.123	-0.079
O	-0.871	1.262	-3.685	0.609	0.014	0.263
O	1.844	4.422	22.991	0.455	-0.434	0.478
O	-7.074	0.792	-1.55	-0.243	-0.455	-0.1
O	-1.464	6.318	-5.665	0.118	0.154	0.097
O	-2.146	-4.693	25.406	-0.369	0.209	-0.309
O	-7.418	2.093	25.472	0.028	0.307	-0.098
O	1.665	3.517	-1.311	0.018	-0.362	-0.379
O	7.508	6.958	-4.979	0.095	0.532	-0.37
O	2.974	-5.666	25.683	-0.101	-0.35	-0.375
O	-5.833	3.505	-5.793	-0.167	-0.412	-0.059
O	-1.925	6.046	23.136	0.11	-0.274	0.178
O	3.215	5.546	-6.806	0.088	-0.513	-0.064
O	-6.685	-2.058	-5.179	0.246	-0.211	-0.635
O	-1.364	-7.005	-1.974	-0.179	0.515	0.154
O	-0.992	-4.184	-1.361	-0.102	-0.376	-0.197
O	7.06	-6.268	22.697	0.121	0.188	0.278
O	-4.496	-3.54	-5.505	0.486	0.306	0.31
O	2.381	2.153	-3.484	0.042	-0.645	0.032
O	4.477	6.314	-1.31	0.371	0.063	-0.468
O	1.346	-0.808	25.832	0.225	0.36	-0.121
O	6.271	4.395	-1.245	0.353	0.025	-0.128
O	1.268	6.865	23.682	-0.049	-0.259	-0.122
O	6.639	-4.486	-6.899	0.277	0.47	0.434
O	6.829	-1.541	23.335	0.074	0.276	0.163
O	2.768	8.104	-0.472	-0.232	-0.215	-0.377
O	-2.116	6.976	-1.077	-0.331	-0.239	-0.153
O	-7.045	-3.227	-1.106	0.464	0.447	-0.454
O	-0.122	-5.282	-3.511	-0.109	-0.155	-0.346
O	7.93	-2.193	-3.298	-0.157	-0.007	-0.042
O	-3.434	4.018	-1.282	0.5	-0.077	-0.089
O	7.692	-5.588	-4.853	0.145	-0.1	-0.155
O	-7.301	-6.795	-2.981	0.366	-0.003	-0.482
O	4.423	1.9	23.086	-0.369	-0.119	0.464
O	6.165	5.919	25.517	0.207	0.06	-0.345
O	1.168	-2.528	-5.257	-0.04	-0.27	-0.414
O	-6.841	2.463	-3.562	-0.275	0.341	-0.179
O	5.078	-6.044	-5.454	-0.262	0.323	-0.004
O	8.045	-3.068	25.148	-0.143	-0.07	0.514
O	-2.155	1.312	22.854	-0.218	0.315	0.137
O	-2.591	7.618	-3.525	0.008	0.365	-0.191
O	8.147	5.468	22.085	0.091	-0.174	0.214
O	-0.805	-4.09	23.236	0.419	0.058	0.093
O	4.06	8.07	-6.609	0.043	0.067	-0.205
O	-3.178	2.386	-3.302	-0.382	-0.102	-0.371
O	3.966	3.984	-2.468	0.215	0.095	-0.214
O	-6.293	-4.682	25.853	0.137	0.378	-0.168
O	-2.773	-2.633	-0.371	-0.301	0.225	-0.512
O	-6.371	7.26	22.755	-0.125	-0.06	0.133
O	0.949	-7.671	-6.345	-0.153	-0.239	-0.202
O	-2.897	-0.271	-3.003	0.533	-0.215	-0.384
O	5.382	-0.114	-0.433	-0.017	0.043	-0.514
O	-5.503	-5.4	-0.503	-0.115	-0.234	-0.072
O	-7.212	0.986	23.063	0.059	-0.572	0.297
O	5.144	0.12	-6.919	0.184	0.343	0.007
O	-2.422	4.945	-3.562	0.653	-0.2	-0.186
O	-7.967	-0.446	25.113	0.443	-0.069	0.297
O	1.762	6.593	-4.889	-0.195	0.035	0.331
O	5.264	-5.412	24.44	-0.36	0.008	-0.625
O	2.956	5.481	25.093	0.306	0.115	-0.125
O	-4.462	7.992	-7.086	0.592	-0.079	0.087
O	6.989	-7.132	-6.835	-0.213	-0.349	0.181
O	0.87	1.523	-5.581	0.025	-0.103	-0.182
O	3.221	-2.311	-3.604	0.613	0.079	0.239
O	-1.521	4.081	-7.099	0.048	-0.171	0.484
O	-7.842	0.164	-4.107	-0.323	0.342	-0.334
O	5.739	5.579	-3.504	0.287	-0.442	-0.29
O	5.251	3.404	25.087	-0.621	0.106	0.054
O	1.419	-3.682	-2.259	0.17	-0.445	0.069
O	-0.034	2.765	22.187	0.007	-0.003	0.338
O	-2.788	5.117	25.53	0.23	0.401	0.265
O	-1.252	-3.147	-5.971	-0.409	0.079	0.24
O	-6.385	6.798	-5.817	-0.096	0.629	-0.038
O	-0.67	-0.668	-5.392	-0.313	-0.109	-0.068
O	5.208	8.011	-4.228	-0.077	0.156	0.23
O	1.853	3.963	-5.257	-0.145	0.162	0.054
O	-3.85	-7.352	-1.436	-0.128	-0.329	-0.225
O	7.135	7.577	-2.534	-0.183	-0.108	0.241
O	7.652	-7.005	-0.796	0.184	-0.055	0.072
O	1.433	-6.845	23.299	-0.116	0.22	0.337
O	-6.974	-4.417	23.305	0.147	-0.2	0.01
O	-4.214	6.803	24.19	0.028	0.098	0.619
O	-0.518	-2.573	25.332	-0.014	0.11	0.872
O	2.383	-5.545	-6.833	0.202	-0.222	0.439
O	3.385	1.87	-5.961	0.55	0.238	0.053
O	6.385	3.666	22.819	0.142	0.38	0.163
O	-0.705	-2.624	-3.486	-0.205	0.453	0.216
O	-8.146	5.159	-6.776	0.095	-0.77	-0.284
O	-3.786	2.84	-7.196	-0.117	-0.455	0.271
O	-2.793	-4.695	-7.275	0.1	-0.62	0.002
O	-5.355	0.268	-3.387	0.153	0.301	-0.482
O	-0.977	-0.24	24.501	-0.023	0.134	0.229
O	8.087	7.595	26.257	0.021	-0.237	0.292
O	-3.997	6.25	-5.148	-0.306	-0.096	0.084
O	-6.085	-7.801	24.949	-0.298	0.352	0.172
O	6.821	-2.316	-1.035	0.15	-0.228	-0.213
O	-4.789	-2.288	-3.307	0.278	-0.415	0.256
O	7.082	-1.346	-5.715	-0.226	-0.13	0.091
O	-6.448	-4.378	-3.877	0.066	-0.346	0.33

Results
total energy: -101657.988 eV
total energy less fixed offsets of O -438.25, Si -107.07 eV per atom: -4.788 eV
